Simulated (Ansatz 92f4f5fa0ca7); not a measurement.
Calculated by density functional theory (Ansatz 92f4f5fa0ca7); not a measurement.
Periodic cell of 130 atoms, Si86O44, from a study of silicon, its oxide and their interface. The atomic structure is a simulated model.

Settings: functional r2SCAN; potential files Ansatz norm-conserving; basis plane waves; wave-function cutoff 1300 eV; density cutoff ratio 4; exchange-correlation grid ratio 1; k mesh 2 x 2 x 1, shifted by 0.5 0.5 0.5 of a step; self-consistency stop 5e-08 eV per atom in the density residual; occupations Fermi-Dirac, 0.05 eV; spin none; net charge 0.

Cell vectors (angstrom)
a 10.88 0 0
b 0 10.88 0
c 0 0 19.7166

Atoms: element, x, y, z (angstrom)
Si 1.4858 -0.7927 -0.2112
Si 3.2604 2.4412 0.3416
Si -0.9248 4.9007 -0.384
Si 2.7291 7.7936 -0.0635
Si 4.9093 0.0066 0.5418
Si 7.9882 2.9299 0.2801
Si 5.511 4.5409 -0.3424
Si 7.3074 6.977 -0.2548
Si 1.354 0.9653 1.2884
Si 4.6638 4.7759 1.8585
Si 1.1253 6.3354 1.0752
Si 3.6317 9.0256 1.5586
Si 6.7488 1.0702 1.5049
Si 9.3381 3.6254 1.7861
Si 6.2891 6.302 1.7187
Si 9.646 8.8238 0.9967
Si 0.212 2.7076 2.5416
Si 3.3011 0.1957 2.4888
Si -0.1126 8.079 2.832
Si 2.8406 6.0421 2.4929
Si 5.5015 2.7869 3.0282
Si 8.1 -0.3112 2.9887
Si 5.1097 8.0904 3.0673
Si 7.8898 4.9883 2.8981
Si 1.6738 4.1347 3.7045
Si 4.3347 1.3948 4.1088
Si 1.3682 9.6691 3.9541
Si 3.8102 6.5338 4.3808
Si 6.7719 3.8096 4.5837
Si 9.7827 1.0949 3.5327
Si 6.6204 9.6152 4.6204
Si 9.4884 6.5278 4.1657
Si 0.0434 -0.013 5.5544
Si 2.6213 2.9057 5.274
Si -0.034 5.0926 5.2426
Si 2.8402 8.2479 5.3702
Si 5.305 0.1877 6.2305
Si 8.5762 2.2806 5.1265
Si 5.624 5.4036 5.4908
Si 8.0734 8.0422 5.6725
Si 1.4806 1.5036 6.8315
Si 4.0341 3.8713 6.7916
Si 0.8711 7.0262 6.7336
Si 3.4545 9.6895 7.0891
Si 7.0198 1.6189 7.273
Si 9.4551 3.888 6.2607
Si 6.7681 6.7303 7.0035
Si 9.7746 9.3383 7.0733
Si -0.071 2.8189 7.7733
Si 2.4258 0.2902 8.5875
Si 0.1932 8.0082 8.7389
Si 2.412 5.4186 7.9699
Si 5.4642 2.9601 8.3092
Si 8.4664 -0.1259 8.2089
Si 5.1336 8.4164 8.1492
Si 8.4469 5.3866 8.2899
Si 1.4682 4.6572 9.8435
Si 4.3529 1.5825 9.6857
Si 1.9315 9.2654 9.771
Si 3.4377 7.3847 9.1423
Si 6.9742 4.3854 9.5757
Si 9.5693 1.6483 9.5232
Si 6.6379 9.5927 9.5405
Si 9.6111 6.9065 9.9357
Si 1.2525 0.2686 11.1649
Si 2.8988 2.6553 11.0744
Si 0.6346 6.1062 11.9657
Si 4.589 5.1469 12.5035
Si 5.8764 0.5051 10.9431
Si 7.7827 3.2996 11.403
Si 5.168 6.037 10.3064
Si 6.6703 7.7455 10.8519
Si 5.8249 5.7941 15.0173
Si 3.6476 4.1475 16.5447
Si 2.7627 7.4463 13.2872
Si 7.4252 1.3275 13.2788
Si 8.2335 12.7697 17.4157
Si -0.6756 0.8029 13.6675
Si 4.6476 -1.7554 12.4741
Si -1.2678 3.9441 13.167
Si 4.6879 -2.0883 15.0546
Si -0.0699 11.5952 17.0284
Si 1.0649 3.4916 17.7845
Si 7.9899 4.2355 15.6246
Si 16.143 -2.1368 17.9567
Si 5.8251 13.0423 15.5258
O 1.136 -0.1727 -1.8562
O -2.4635 -2.612 0.1288
O 4.5846 1.4422 -0.1879
O 4.8438 -1.018 -5.8251
O 0.3318 4.8184 -1.4852
O -2.2954 5.9487 -0.5713
O 2.0522 4.2316 -3.1076
O 3.7966 7.9155 -1.3847
O 8.8205 4.6322 -5.4216
O 5.3851 -1.6281 -3.2389
O 8.9519 2.3807 -0.938
O 8.7207 3.2903 -2.9798
O 4.476 4.0703 -1.6757
O 4.3794 5.2291 -4.1248
O 6.3959 7.5897 -1.4038
O -0.1519 0.3696 15.5268
O 3.8514 3.6415 12.1234
O 2.0287 1.5321 11.8906
O 5.5494 7.3802 15.1764
O 0.1728 4.7391 12.7204
O -2.0888 1.8659 10.8425
O 1.1586 7.2497 13.0672
O 3.4597 5.9595 13.2567
O 4.8305 -0.3797 11.4786
O 7.2381 0.363 12.0479
O 8.0653 7.2929 10.6181
O 5.9188 8.1707 12.3315
O 9.0739 0.5953 17.4871
O 6.4328 2.6097 12.0668
O -3.9872 3.1647 14.9955
O 5.8703 5.1674 13.432
O 0.3549 2.1679 17.2014
O 2.4824 2.9891 18.7001
O 7.339 5.7257 15.5739
O 3.2181 8.2689 14.6602
O 6.8012 3.4537 19.087
O 11.1369 11.8948 9.9324
O 17.6025 12.4331 16.8647
O 0.4343 0.0477 12.6484
O -0.7281 2.4514 13.5148
O 5.8811 0.998 14.24
O 4.3268 2.7333 15.9307
O 5.4694 -1.0557 19.1473
O -7.6279 8.4661 12.0545

Results
free energy: -30508.049 eV
free energy less fixed offsets of O -463.61, Si -117.95 eV per atom: 34.491 eV
pressure: -0.52 GPa
stress xx, yy, zz, yz, xz, xy (GPa, positive in tension): 2.22, -0.42, -0.25, 1.1, 1.7, -1.27

Forces (eV/angstrom), in the order of the atoms: element, x, y, z
Si -2.1353 0.0257 -2.4834
Si -0.2597 -0.3072 -1.0698
Si -1.0557 2.4966 2.3253
Si -0.1434 1.4352 -1.4422
Si 1.6671 -0.3811 -0.3027
Si -0.401 -4.3532 -0.0255
Si -1.1116 -1.3254 -3.2759
Si 2.3623 0.7478 1.0675
Si 1.5184 0.7837 0.6533
Si -0.8805 -2.2714 -0.4532
Si -1.2717 1.0501 -0.3784
Si 0.8976 0.305 1.274
Si 0.9297 0.9058 1.3068
Si -0.8765 2.675 -0.921
Si 0.963 1.4037 0.8499
Si -0.051 2.2041 0.1662
Si 2.4192 -1.8801 0.3752
Si -3.1896 -0.7923 0.8887
Si 0.6137 -1.2295 -0.2434
Si -0.8505 -2.0508 -0.5701
Si 1.6469 1.0851 -2.7057
Si -0.6366 -0.4309 -1.8403
Si 1.7098 0.176 0.4552
Si 0.9495 2.0212 0.886
Si -1.3492 1.5375 -0.2663
Si -1.9895 -1.2649 3.4082
Si 0.6852 -0.2575 0.0686
Si 2.4593 0.3628 0.8209
Si 2.0822 -1.3602 -1.3216
Si 0.2911 -0.4208 2.3617
Si -0.2225 -0.302 -0.3062
Si -1.5279 1.0254 -0.8034
Si 0.3052 -0.1162 -0.4845
Si 1.6957 -2.7345 0.6483
Si 2.6802 2.7409 -1.1773
Si -2.9773 1.1633 0.9628
Si 0.2732 -0.3319 -2.1381
Si -2.9158 -0.5093 0.8323
Si -2.4767 0.3583 1.7631
Si 1.493 0.3063 -0.4388
Si -0.4785 -0.699 -0.8994
Si 0.1929 2.6616 -0.2513
Si 1.9598 -1.7946 -0.8589
Si 2.4283 0.6266 -1.2379
Si 0.5966 -2.111 -2.1076
Si -0.7403 0.492 3.9277
Si -0.1888 0.4957 1.0604
Si -0.1576 -0.5287 -1.2634
Si -1.1094 1.3627 2.1068
Si 1.7417 0.1332 -1.1108
Si 0.1756 2.3261 -1.4941
Si 0.6756 1.5745 -0.9367
Si 1.1148 0.5351 0.3187
Si -1.8306 1.0253 1.9887
Si 1.3922 0.386 -1.0811
Si 0.8029 0.8986 -1.9823
Si -0.0185 -1.7139 1.3894
Si -1.1217 0.0912 -0.8782
Si -0.686 -0.2832 0.5776
Si 0.0958 -1.6934 0.6687
Si -2.8339 0.1255 0.0148
Si 3.4604 -2.6186 -2.9985
Si 0.8378 1.8946 -1.6776
Si -1.8385 -2.1024 2.3429
Si -3.0464 0.746 0.7924
Si 0.9174 3.694 0.9684
Si -1.423 -0.4128 -2.4472
Si -0.8035 -2.7776 -4.2995
Si 7.0838 2.2578 -1.7142
Si 1.6137 -1.1213 0.6418
Si 0.3957 -0.3595 1.1189
Si -6.2982 1.4612 0.988
Si -2.1959 1.6462 -1.7308
Si 3.3078 -1.8291 1.3931
Si -0.4023 -0.1728 0.9952
Si -3.5557 -0.4462 1.1298
Si -1.9684 0.3515 -0.4112
Si 0.5778 0.1301 1.931
Si 2.388 4.3121 -2.4004
Si 1.8211 -1.4176 -3.9821
Si 2.1468 -2.3723 2.0176
Si -1.7767 -4.7532 1.9115
Si 5.8286 -1.6765 -1.3398
Si 0.1536 -1.1539 -1.9283
Si -0.7962 -2.0714 3.3772
Si -1.7264 -4.1679 0.7
O -1.6956 -0.1707 1.1236
O -0.9789 -0.7312 0.0721
O -2.6689 0.9201 -0.1173
O -0.0582 -0.9673 0.378
O -2.8019 -0.0808 0.6719
O 1.726 -2.0341 -1.1737
O -0.2885 -0.6237 -0.0802
O 0.3358 0.3662 -0.0754
O 1.1649 0.2484 1.8291
O -1.9322 1.8618 -0.7258
O -0.5997 1.391 3.6392
O -0.3335 2.8309 -2.6404
O 1.2025 2.1864 0.3313
O 0.8459 0.0705 0.794
O -0.3637 0.4646 -1.2168
O -0.391 -0.0619 -5.775
O -0.5353 0.1448 0.016
O 1.3819 0.4461 -1.1367
O -0.0231 0.0315 -1.7921
O -1.9014 -0.2487 0.9479
O -2.0155 3.1875 1.8794
O 0.5136 -0.6569 -0.3561
O -2.1583 2.6907 0.453
O -6.792 -6.5714 4.7977
O -1.6454 -2.1217 -2.0495
O 7.6117 -2.0092 -0.3157
O 1.0249 -0.5221 -0.6721
O 4.3047 -3.2652 -2.1587
O 2.2096 -0.2382 1.1281
O 1.3347 3.3905 -0.3788
O 1.0116 0.6551 2.6615
O 1.292 5.5464 1.3508
O -3.3778 -0.0634 -0.1819
O -1.2261 -1.1335 2.8423
O -2.1289 -1.4528 -0.3021
O -2.5719 2.4212 0.0999
O 0.3263 -1.0041 2.0721
O -0.2436 0.631 -0.1559
O -2.3045 -0.0597 0.8014
O 1.2883 -0.6535 0.5851
O 2.5716 3.3515 1.6943
O 0.874 -0.7317 -0.631
O 0.1623 0.2523 -1.5731
O -0.176 -1.118 1.5434
